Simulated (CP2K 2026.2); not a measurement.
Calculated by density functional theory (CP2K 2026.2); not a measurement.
Periodic cell of 432 atoms, Si324O108, from a study of silicon, its oxide and their interface. The atomic structure is a simulated model.
Doubt: the forces sum to 1.71 eV/angstrom along one axis rather than to zero, so they err by at least 0.0040 eV/angstrom per atom on average; the grid cutoff is modest.

Settings: functional PBE; method Gaussian and plane waves; basis set DZVP-MOLOPT-SR-GTH; pseudopotentials GTH-PBE; grid cutoff 300 Ry, relative cutoff 40 Ry; k points Gamma only; occupations fixed; spin none; net charge 0.

Cell vectors (angstrom)
a	16.32	0	0
b	0	16.32	0
c	-2.9189	-0.1034	29.5579

Atoms: element, x, y, z (angstrom)
Si	1.6314	-1.6191	0.1788
Si	4.4265	1.1707	0.1411
Si	1.0373	4.2466	-0.0683
Si	4.4283	6.5227	0.08
Si	1.0977	-6.4945	0.1174
Si	3.7414	-3.8662	0.1249
Si	6.5923	-1.0347	0.1196
Si	9.6491	0.9915	0.0677
Si	6.6892	4.3529	0.0226
Si	9.2223	7.0925	0.0562
Si	6.9606	9.2383	0.0685
Si	-6.4749	-4.291	0.0615
Si	-4.4392	-1.1998	0.0395
Si	-1.5437	1.5888	-0.0017
Si	-3.7965	3.7703	0.0074
Si	-1.1766	6.5152	-0.1216
Si	-4.2354	-6.4313	0.1618
Si	-1.1762	-4.3533	0.0234
Si	2.8031	-0.0011	1.3974
Si	5.5687	2.7541	1.3928
Si	2.7093	5.3796	1.2197
Si	5.4702	8.1014	1.4579
Si	2.6319	-5.3928	1.4897
Si	5.4081	-2.6924	1.323
Si	8.1482	-0.0194	1.5272
Si	-5.4516	2.6504	1.2614
Si	8.1696	5.5012	1.4134
Si	-5.45	8.2207	1.3057
Si	8.1773	10.8642	1.2835
Si	-5.4595	-2.7273	1.475
Si	-2.7562	-0.0244	1.239
Si	-0.0337	2.7366	1.3712
Si	-2.7061	5.4049	1.2986
Si	-0.0497	8.1198	1.2496
Si	-2.6983	-5.3604	1.5069
Si	-0.0128	-2.773	1.3711
Si	1.375	1.3668	2.6773
Si	4.0602	4.0536	2.6669
Si	1.3813	6.7961	2.6127
Si	4.0597	9.5095	2.7145
Si	1.3014	-4.0604	2.8477
Si	4.1184	-1.3593	2.7873
Si	6.8641	1.4276	2.824
Si	9.5588	4.063	2.6529
Si	6.8273	6.8005	2.8396
Si	9.52	9.5466	2.725
Si	6.7982	12.2363	2.639
Si	-6.8481	-1.4255	2.8325
Si	-4.0922	1.3209	2.6782
Si	-1.3789	4.0844	2.7412
Si	-4.0887	6.8002	2.6225
Si	-1.3754	-6.869	2.7197
Si	-4.0396	-3.9978	2.8373
Si	-1.3873	-1.3528	2.6474
Si	-0.0081	0.0016	4.0182
Si	2.7229	2.7122	4.0626
Si	0.0226	5.4568	4.0355
Si	2.7012	8.1385	4.0511
Si	-0.0353	-5.4934	4.1168
Si	2.7173	-2.6947	4.1345
Si	5.4667	0.0254	4.1215
Si	8.2283	2.7729	4.1246
Si	5.4059	5.4135	4.0835
Si	8.1956	8.1893	4.1296
Si	5.4453	10.8844	4.0381
Si	8.1052	-2.7825	4.1243
Si	-5.4383	-0.0127	4.093
Si	-2.7475	2.6987	4.0621
Si	-5.4197	5.4363	4.0193
Si	-2.7493	8.1203	4.0604
Si	-5.4335	-5.4277	4.099
Si	-2.6818	-2.6491	4.1385
Si	1.3633	-1.3836	16.3803
Si	4.0899	1.3625	16.287
Si	1.3715	4.0852	16.4154
Si	4.0317	6.7594	16.3611
Si	1.3502	-6.8216	16.3895
Si	4.0778	-4.0655	16.3433
Si	6.8076	-1.3541	16.2706
Si	-6.7979	1.3205	16.2594
Si	6.8129	4.1059	16.2646
Si	-6.8069	6.8442	16.2126
Si	6.6964	9.491	16.2971
Si	-6.8083	-4.0549	16.2423
Si	-4.035	-1.355	16.3258
Si	-1.3329	1.3557	16.3448
Si	-4.0936	4.0654	16.2196
Si	-1.317	6.8593	16.3364
Si	-4.0475	9.5509	16.3368
Si	-1.3318	-4.1265	16.3553
Si	2.7251	0.0477	17.6838
Si	5.5144	2.6862	17.6067
Si	2.7095	5.444	17.83
Si	5.3824	8.0865	17.728
Si	2.7186	-5.4251	17.7083
Si	5.4666	-2.679	17.6613
Si	8.1645	-0.023	17.6412
Si	-5.4166	2.673	17.5671
Si	8.1332	5.5541	17.5719
Si	-5.4606	8.169	17.5954
Si	8.0322	10.9633	17.5195
Si	-5.3987	-2.7626	17.621
Si	-2.6703	0.0017	17.7227
Si	0.0048	2.6972	17.7506
Si	-2.781	5.4883	17.5305
Si	0.0379	-8.1812	17.8351
Si	-2.6929	-5.4384	17.7647
Si	0.0525	-2.8287	17.7437
Si	1.3661	1.3358	19.1552
Si	4.1822	4.016	18.9931
Si	1.3457	6.7358	19.3327
Si	3.9866	-6.861	19.0415
Si	1.4956	-4.0743	19.2051
Si	4.1917	-1.2496	18.9955
Si	6.9045	1.3861	19.027
Si	-6.7714	4.1554	18.7391
Si	6.7978	6.7726	19.1164
Si	-6.9332	9.5628	18.7449
Si	6.7561	-4.0502	19.0457
Si	9.534	-1.4095	18.9328
Si	-4.1015	1.3676	19.0426
Si	-1.4716	4.1305	18.8882
Si	-4.0982	6.8276	18.9567
Si	-1.3107	-6.7375	19.1762
Si	-4.0999	-4.0979	19.0964
Si	-1.34	-1.4744	19.0448
Si	0.3231	-0.4586	20.3284
Si	3.0675	2.4805	20.3461
Si	-0.4655	5.5787	20.4174
Si	2.4706	8.4539	20.5692
Si	0.2716	-5.5807	20.5591
Si	2.8046	-2.4441	20.4097
Si	5.3327	0.2911	20.3762
Si	8.1658	3.0119	20.1649
Si	5.7901	5.0265	20.3704
Si	7.8844	8.56	20.2005
Si	5.5352	-5.661	20.277
Si	8.4622	-2.9841	20.2875
Si	-5.3007	-0.2182	20.2752
Si	-3.022	3.0454	20.2604
Si	-5.2948	5.2218	20.1593
Si	-2.5416	-8.3829	20.3138
Si	-5.8153	-5.3285	20.1501
Si	-3.0279	-2.4327	20.4125
Si	1.7605	-0.0519	-3.8293
Si	0.1236	0.2207	23.1309
Si	-2.9975	-8.1231	-2.082
Si	-3.7596	5.2372	24.2235
Si	1.5913	6.7093	-4.1373
Si	4.7403	5.2315	23.3325
Si	2.1172	2.5936	23.1664
Si	-1.59	3.8759	22.6015
Si	-6.7849	1.4017	22.4286
Si	-7.5399	7.7369	-5.0089
Si	-5.83	6.8383	-2.7053
Si	3.1333	4.0937	-4.6936
Si	-3.1896	-3.9313	23.0013
Si	2.6838	2.4759	-2.1198
Si	-3.0503	-3.565	-4.927
Si	2.793	-8.1015	-2.006
Si	-0.4361	-4.659	23.5286
Si	-3.0692	3.4018	-5.0307
Si	7.5975	-2.6154	23.1973
Si	-2.6035	-2.51	-2.0235
Si	-4.1318	-6.6413	22.2539
Si	6.3515	-3.5692	-4.1546
Si	-2.8177	-6.6252	-4.7581
Si	7.8457	-3.0096	-1.7522
Si	-6.3372	5.7782	23.0201
Si	3.1107	7.6093	23.5209
Si	5.7119	-5.0883	-1.772
Si	6.7191	0.1429	23.1754
Si	3.8505	-1.973	-4.7866
Si	3.3012	-7.4038	-4.8233
Si	-5.0532	4.0784	-2.8029
Si	7.611	2.3288	-5.0773
Si	-7.8861	2.7557	-2.1277
Si	4.6943	-3.8527	22.5827
Si	-7.9759	-8.1198	23.168
Si	-0.3089	-0.3578	-1.9485
Si	1.3373	-1.3329	5.442
Si	4.0737	1.3671	5.45
Si	1.3637	4.0868	5.4104
Si	4.0613	6.7923	5.4295
Si	1.3588	9.4915	5.4446
Si	4.0899	12.2322	5.4357
Si	6.7956	-1.3663	5.4698
Si	9.5498	1.3674	5.4606
Si	6.8001	4.0898	5.4499
Si	9.5507	6.7869	5.4291
Si	6.7954	9.5409	5.4414
Si	9.509	12.2185	5.4682
Si	-4.0734	-1.3306	5.4798
Si	-1.3592	1.3554	5.4079
Si	-4.0822	4.0813	5.4177
Si	-1.3557	6.7881	5.415
Si	-4.0826	-6.8163	5.4334
Si	-1.3655	-4.0872	5.4583
Si	2.7049	0.0138	6.8057
Si	5.4453	2.7188	6.8046
Si	2.71	5.4355	6.7938
Si	5.4301	8.1625	6.7812
Si	2.7265	10.8664	6.7893
Si	5.4282	-2.7243	6.8168
Si	8.1735	0	6.8053
Si	10.8961	2.7345	6.8126
Si	8.164	5.4551	6.7969
Si	10.8929	8.1446	6.8051
Si	8.1506	10.8727	6.829
Si	10.8767	-2.7193	6.8047
Si	-2.7022	0.0222	6.8159
Si	0.0007	2.721	6.7702
Si	-2.7109	5.4286	6.783
Si	-0.0121	8.1457	6.7977
Si	-2.7345	-5.4466	6.8013
Si	0.0061	-2.7232	6.8024
Si	1.3507	1.3729	8.1589
Si	4.0771	4.082	8.1526
Si	1.3499	6.7898	8.1576
Si	4.0782	9.5135	8.1559
Si	1.3701	-4.0851	8.1536
Si	4.0627	-1.3593	8.1614
Si	6.8013	1.3543	8.1613
Si	9.5199	4.0896	8.1597
Si	6.7976	6.8129	8.1505
Si	9.5198	9.5023	8.1633
Si	6.7951	-4.076	8.1775
Si	9.5274	-1.3572	8.1675
Si	-4.0614	1.3786	8.1737
Si	-1.3547	4.0711	8.1464
Si	-4.0631	6.7902	8.1597
Si	-1.3642	-6.803	8.1552
Si	-4.087	-4.0853	8.1623
Si	-1.3522	-1.36	8.1614
Si	0.0045	0.0008	9.5243
Si	2.7179	2.7251	9.5169
Si	-0.0029	5.4288	9.5171
Si	2.7104	8.1582	9.5098
Si	-0.0002	-5.4425	9.5095
Si	2.7146	-2.7221	9.5261
Si	5.4331	-0.0038	9.5172
Si	8.1594	2.7254	9.5125
Si	5.4329	5.448	9.5049
Si	8.155	8.158	9.5267
Si	5.4317	-5.445	9.5225
Si	8.1614	-2.7127	9.5252
Si	-5.4253	0.0033	9.5161
Si	-2.7014	2.7273	9.5338
Si	-5.4327	5.4406	9.5239
Si	-2.7142	8.1572	9.5238
Si	-5.4438	-5.4484	9.518
Si	-2.714	-2.7232	9.5114
Si	1.3598	-1.3602	10.8906
Si	4.0715	1.3574	10.8758
Si	1.36	4.078	10.8826
Si	4.071	6.8037	10.8689
Si	1.3508	9.5143	10.8741
Si	4.0688	-4.089	10.8819
Si	6.7941	-1.3594	10.8812
Si	9.5285	1.3663	10.8625
Si	6.7865	4.0833	10.8635
Si	9.52	6.7994	10.8823
Si	6.7928	9.5206	10.8837
Si	9.5238	-4.0785	10.8737
Si	-4.0641	-1.3615	10.8724
Si	-1.346	1.3602	10.8926
Si	-4.063	4.0888	10.8876
Si	-1.3529	6.7947	10.8803
Si	-4.0774	9.5212	10.88
Si	-1.3509	-4.0769	10.8735
Si	2.7149	0.0064	12.2509
Si	5.4281	2.7241	12.2277
Si	2.7117	5.4503	12.234
Si	5.4176	8.1654	12.2361
Si	2.6961	10.8774	12.24
Si	5.4311	-2.7285	12.2347
Si	8.163	0.015	12.2192
Si	10.8981	2.7114	12.2244
Si	8.1368	5.4436	12.2245
Si	10.8847	8.1606	12.2405
Si	8.1568	10.8907	12.2295
Si	10.9001	-2.7266	12.2258
Si	-2.7014	-0.014	12.241
Si	0.0165	2.7164	12.2567
Si	-2.7017	5.445	12.2559
Si	0.0067	8.148	12.2441
Si	-2.7124	-5.4312	12.2314
Si	0.0084	-2.7302	12.2518
Si	1.3651	1.3604	13.6383
Si	4.0603	4.0823	13.5836
Si	1.3645	6.7957	13.6227
Si	4.0395	9.5123	13.5978
Si	1.3548	-4.0935	13.6312
Si	4.0677	-1.3734	13.593
Si	6.7948	1.367	13.5811
Si	9.5116	4.0715	13.5464
Si	6.7702	6.8021	13.5922
Si	9.5212	9.5368	13.581
Si	6.7868	-4.0881	13.5974
Si	9.5381	-1.35	13.5529
Si	-4.0574	1.3514	13.5896
Si	-1.3261	4.0905	13.6166
Si	-4.0604	6.8155	13.6071
Si	-1.3529	9.5248	13.5804
Si	-4.056	-4.0696	13.6074
Si	-1.34	-1.3681	13.613
Si	0.0133	-0.0225	14.9965
Si	2.7176	2.7521	14.9868
Si	0.0242	5.4437	15.0115
Si	2.7068	8.1557	15.0013
Si	0.0013	-5.4844	14.9838
Si	2.714	-2.7171	14.983
Si	5.4311	-0.0045	14.9278
Si	8.1725	2.7228	14.927
Si	5.3992	5.4367	14.9526
Si	8.1209	8.2014	14.9177
Si	5.3856	10.8797	14.9443
Si	8.1683	-2.6917	14.8999
Si	-5.4109	-0.0269	14.9347
Si	-2.6814	2.7061	14.942
Si	-5.4637	5.4342	14.8947
Si	-2.6928	8.1927	14.9668
Si	-5.4244	-5.4388	14.9472
Si	-2.6756	-2.7314	14.989
O	3.844	2.0415	-1.0993
O	7.0083	4.0011	20.784
O	-3.2894	-7.8711	21.6694
O	8.0809	-8.1574	-0.4349
O	1.9868	-7.0311	-1.1295
O	5.4982	0.0609	-0.4319
O	-6.1361	5.8223	21.421
O	4.2628	-4.6841	-1.1948
O	-2.6673	2.6802	-0.4698
O	-3.9606	-2.0523	-1.2724
O	6.7136	-6.7164	20.649
O	-5.3396	-5.3673	-0.4437
O	8.0523	-2.2565	21.6818
O	-7.5865	1.4623	-1.202
O	1.5762	3.3835	-1.355
O	1.571	-1.4301	20.8134
O	-2.8797	-2.6625	-3.5988
O	-2.2104	2.7034	21.6592
O	3.8909	7.386	-1.1846
O	5.0606	5.413	21.7604
O	1.713	7.1654	-2.5941
O	2.6833	-2.7337	-0.4065
O	-3.9964	3.2507	-3.712
O	-3.247	-6.9241	-1.0351
O	-1.4641	6.8159	20.8044
O	-0.0588	5.3803	-0.5747
O	-1.9574	-3.8257	-1.3211
O	4.8316	-5.1798	21.6701
O	7.6162	2.4006	-3.4675
O	-4.3689	4.4031	-1.3741
O	-4.939	6.2232	23.7197
O	-2.6459	-2.8253	21.9518
O	-1.0634	0.3806	24.2095
O	7.5172	3.7902	-1.2734
O	-2.4501	-7.5063	-3.4625
O	5.9614	-0.2361	21.787
O	1.601	3.8231	24.0674
O	7.2686	-7.9936	-5.1524
O	-6.5537	6.4188	-1.3195
O	-1.5863	4.0173	-4.7113
O	4.1676	1.3571	20.8066
O	1.6908	8.1336	24.0675
O	-5.5576	-0.1006	-0.4616
O	-4.1351	-1.2737	20.6576
O	5.8329	6.0644	24.1713
O	6.7744	-4.0486	-1.1151
O	6.7858	-7.8841	23.4926
O	-5.9363	0.248	21.6967
O	-6.8246	-4.1783	20.7383
O	-5.4546	-6.3298	21.3895
O	2.6124	3.1953	21.746
O	3.2449	1.7445	23.9528
O	1.1559	-0.9041	23.6767
O	-4.4977	-6.9244	23.786
O	-5.4407	5.484	-3.4917
O	7.6779	-3.0532	-3.358
O	5.8066	1.1468	24.0426
O	5.7622	-4.8771	-3.3735
O	-0.5076	-0.1578	21.7016
O	4.8777	3.6995	23.8137
O	-7.112	2.5432	21.328
O	-7.5321	6.7019	23.5412
O	-5.916	1.9097	23.6999
O	-7.013	-3.4995	-1.2769
O	-0.7852	1.0765	-1.3654
O	1.3264	-6.7643	21.0031
O	-7.4142	-3.29	23.9324
O	1.9748	7.991	-5.0713
O	0.9406	-0.8995	-1.0921
O	3.3111	5.9867	23.5824
O	-1.5606	-1.3224	-1.791
O	6.1719	-6.5518	-1.2759
O	-3.2871	-5.2831	22.1193
O	-0.4062	4.6881	21.8085
O	7.1161	-1.2424	23.9256
O	3.8325	-4.1236	23.9186
O	2.1301	1.1216	-2.7822
O	-7.6671	-8.0121	21.5996
O	7.4572	-1.5571	-1.1723
O	-1.9242	7.1499	-1.4461
O	3.7725	-2.8204	21.698
O	3.5411	-7.3364	-3.2182
O	0.0882	-6.0278	24.1916
O	0.1021	6.1159	-4.2834
O	-6.4305	3.2879	-2.5656
O	-6.7289	4.3051	23.5102
O	3.2245	8.0355	21.9533
O	-6.8238	7.8031	-3.5531
O	-0.9823	3.3173	23.9881
O	3.3254	3.3712	-3.2799
O	-4.4451	7.5657	-2.3566
O	-4.23	4.085	20.6735
O	8.1067	0.8925	22.9196
O	5.5253	5.4167	-0.4708
O	6.2167	-3.4755	23.0335
O	-1.9528	-4.2613	24.0026
O	-0.0446	-5.4509	-0.4539
O	-2.8081	4.8698	22.9744
O	-7.1119	-7.1238	24.0703
O	0.4651	-3.4228	24.018
O	0.9113	1.5864	22.8677
O	-0.3018	-4.8563	21.9135
O	0.21	-0.3747	-3.4811
O	2.7537	-1.3574	-3.7324
O	2.7486	5.6319	-4.4664
O	-4.6254	-3.521	23.6748
O	5.2609	-2.3646	-4.0952
O	-3.0325	-5.0781	-4.3803

Results
total energy: -82020.892 eV
total energy less fixed offsets of O -438.25, Si -107.07 eV per atom: 0.788 eV

Forces (eV/angstrom), in the order of the atoms: element, x, y, z
Si	-0.0945	0.0844	0.7757
Si	-0.1428	0.0103	0.7023
Si	0.2053	-0.0285	0.7163
Si	-0.1826	-0.0049	0.7293
Si	-0.006	-0.1747	0.7052
Si	0.2219	-0.0533	0.722
Si	0.0336	-0.2462	0.6932
Si	0.0146	0.2329	0.7048
Si	0.0537	-0.1949	0.7141
Si	0.207	-0.0719	0.7552
Si	-0.1022	0.2644	0.7082
Si	-0.2559	0.0644	0.7053
Si	0.2463	-0.0252	0.6969
Si	0.0871	-0.2596	0.7344
Si	-0.1978	0.0927	0.7408
Si	-0.09	0.1622	0.7195
Si	-0.0367	-0.1699	0.6899
Si	-0.0668	0.2476	0.6958
Si	0.0095	-0.0036	-0.0528
Si	0.0146	0.0212	-0.0351
Si	-0.01	-0.0051	-0.0156
Si	-0.0034	-0.0262	-0.0415
Si	-0.0226	-0.0125	-0.0346
Si	0.0361	-0.0255	-0.0653
Si	-0.0005	0.0026	-0.0463
Si	-0.0092	-0.0176	-0.0586
Si	-0.0041	0.0131	-0.0645
Si	-0.0006	0.0116	-0.0636
Si	-0.0294	0.0357	-0.0481
Si	0.0059	-0.0142	-0.0433
Si	0.0043	-0.0149	-0.0417
Si	-0.011	0.0119	-0.0403
Si	0.0026	-0.0135	-0.0688
Si	-0.008	0.0016	-0.0149
Si	0.0149	0.0007	-0.0268
Si	0.0014	-0.0178	-0.0401
Si	0.0083	-0.0035	0.0045
Si	0.0071	0.008	0.0215
Si	0.0051	0.0039	0.0105
Si	0.002	0.0048	0.0128
Si	-0.0018	0.0148	0.039
Si	-0.0175	0.0073	0.0272
Si	-0.0148	-0.0097	0.0273
Si	-0.0048	-0.0146	0.0076
Si	0.0118	0.0029	0.0376
Si	0.0124	-0.01	0.0216
Si	0.0039	0.0061	0.0192
Si	-0.0006	-0.0013	0.0217
Si	-0.0068	0.0066	0.0197
Si	-0.0169	-0.0009	0.0303
Si	0.0176	0.0057	0.0077
Si	0.0214	0.0047	0.0164
Si	-0.0139	-0.006	0.0181
Si	-0.0011	0.0011	0.011
Si	-0.0084	0.0017	-0.0049
Si	0.0154	0.0086	-0.0073
Si	-0.0077	-0.002	-0.0109
Si	-0.0192	-0.0175	-0.0045
Si	-0.0142	0.0127	-0.0121
Si	-0.0065	-0.0005	-0.0167
Si	0.0146	-0.0141	-0.0207
Si	0.0003	0.0099	0.009
Si	0.01	-0.0032	-0.012
Si	0.003	-0.0112	-0.0079
Si	0.0117	0.0084	-0.017
Si	-0.0108	-0.0088	0.0137
Si	0.0134	0.0048	-0.0333
Si	0.0021	0.014	-0.0127
Si	-0.0073	0.0085	-0.0054
Si	0.0046	-0.0017	0.0039
Si	-0.0117	0.0009	-0.0285
Si	0.0117	-0.0059	0.0112
Si	0.0008	0.018	0.017
Si	0.0157	-0.0053	0.0052
Si	0.0093	0.0022	-0.0009
Si	0.0005	-0.0085	-0.012
Si	-0.0013	-0.0227	0.0223
Si	0.0021	-0.012	-0.0063
Si	0.0002	0.0039	0.0032
Si	-0.0006	-0.0072	0.0024
Si	-0.0043	-0.0148	0.0079
Si	-0.0124	-0.0053	-0.0046
Si	-0.0018	-0.0086	0.0095
Si	-0.0018	0.0168	0.0058
Si	0.0143	-0.0089	0.0189
Si	-0.0145	0.0094	-0.0044
Si	-0.0055	0.0206	-0.0072
Si	-0.0142	0.015	0.005
Si	0.0085	0.0214	-0.0031
Si	0.0088	-0.0118	-0.0035
Si	0.0082	0.0162	-0.031
Si	-0.0039	-0.0264	-0.0278
Si	-0.013	0.0252	-0.0009
Si	0.0375	-0.002	-0.0383
Si	0.0014	0.0153	-0.024
Si	-0.0117	-0.0121	-0.008
Si	0.0194	0.0203	-0.0076
Si	0.0318	0.0048	-0.0359
Si	-0.0429	0.0214	-0.0328
Si	0.0158	-0.0076	-0.0221
Si	-0.0211	0.0344	-0.0468
Si	-0.0119	-0.0181	-0.0332
Si	-0.0256	-0.0122	-0.0074
Si	0.0122	-0.0242	0.0022
Si	-0.0037	0.0184	-0.0401
Si	-0.0112	-0.0335	-0.0331
Si	-0.0142	-0.0114	-0.0114
Si	0.0368	-0.0126	-0.0159
Si	0.0113	-0.0134	0.0772
Si	0.0101	0.0134	0.0523
Si	-0.0065	0.0353	0.0603
Si	-0.0152	-0.0146	0.0271
Si	0.004	0.0206	0.0251
Si	-0.0045	0.0106	0.0327
Si	-0.0114	0.0079	0.0523
Si	-0.003	-0.0117	0.0263
Si	0.0157	0.0204	0.0406
Si	-0.002	-0.0095	0.0429
Si	-0.0014	-0.0181	0.0602
Si	-0.014	-0.0089	0.0692
Si	0.0037	-0.0249	0.0211
Si	-0.0245	0.0184	0.0228
Si	0.0189	0.024	0.0468
Si	0.0174	-0.0039	0.0351
Si	0.0115	0.0075	0.0726
Si	-0.0284	0.0259	0.0367
Si	-0.056	0.2086	-0.7317
Si	-0.2306	0.0881	-0.7834
Si	0.3857	-0.1345	-0.6873
Si	0.0579	-0.2699	-0.7035
Si	-0.1427	0.1118	-0.6567
Si	0.0545	-0.2697	-0.6523
Si	0.2142	-0.1421	-0.7217
Si	-0.0308	-0.1966	-0.6638
Si	-0.0777	0.1963	-0.7355
Si	0.0611	-0.3431	-0.7601
Si	-0.1133	0.2532	-0.7297
Si	-0.2314	0.0902	-0.7316
Si	-0.1917	0.2494	-0.7699
Si	0.113	-0.268	-0.6444
Si	-0.0225	0.1955	-0.6546
Si	-0.107	0.2353	-0.7715
Si	0.2579	0.0243	-0.7043
Si	0.2494	-0.3531	-0.7307
Si	0.1297	-0.0433	-0.0085
Si	0.0168	-0.0961	0.1025
Si	0.0554	-0.0889	0.1884
Si	-0.0035	-0.1132	-0.0316
Si	-0.0638	-0.0147	-0.0559
Si	-0.0493	-0.0837	-0.0398
Si	0.0428	-0.0133	-0.0672
Si	0.1128	-0.0305	-0.0785
Si	0.0178	0.027	-0.1472
Si	-0.1264	-0.0065	0.0576
Si	-0.1279	0.0077	0.066
Si	-0.1483	-0.034	-0.025
Si	-0.1677	0.1135	0.0913
Si	-0.1259	0.01	0.1418
Si	0.0047	0.0922	-0.2248
Si	-0.0096	-0.0102	0.062
Si	-0.1128	-0.0272	-0.1205
Si	0.0688	0.0938	0.0437
Si	0.0863	-0.1207	-0.0039
Si	-0.013	-0.181	0.0783
Si	-0.0658	0.0012	-0.1309
Si	0.0027	-0.0164	0.0508
Si	-0.0077	-0.0609	-0.0196
Si	0.0705	0.0416	0.0739
Si	0.0767	0.0035	-0.1319
Si	-0.012	0.0134	-0.0194
Si	0.0029	-0.0347	0.0333
Si	-0.1317	-0.0017	-0.1273
Si	-0.1355	0.0291	0.0761
Si	-0.0063	-0.0244	0.0078
Si	0.0655	-0.039	0.0795
Si	0.0746	0.0932	-0.0345
Si	0.0066	0.0433	0.1529
Si	0.0952	0.1759	-0.1768
Si	-0.0154	0.051	-0.2108
Si	-0.0076	0.0497	0.083
Si	0.0088	0.0122	0.0049
Si	-0.0014	-0.0014	0.0059
Si	-0.0032	0.0058	0.0016
Si	0.0089	0.0023	0.0073
Si	0.002	-0.0007	0.0112
Si	0.0031	-0.0112	0.0017
Si	0.0038	-0.0009	0.0125
Si	0.0042	0.0047	0.0104
Si	-0.0028	0.0031	0.009
Si	0.0125	0.0053	0.0053
Si	-0.0048	0.0066	0.0016
Si	-0.0009	0.0095	0.0109
Si	-0.002	0.005	0.0166
Si	-0.003	-0.011	-0.0035
Si	-0.0103	-0.0143	0.0019
Si	0.0078	-0.0005	0.0012
Si	-0.0007	-0.0003	0.0039
Si	0.0046	-0.0025	0.0095
Si	-0.0077	0.0029	0.003
Si	0.0031	-0.0017	-0.0021
Si	-0.0002	0.0001	-0.0022
Si	0.0043	-0.0007	0.0035
Si	0.0014	0.0044	0.002
Si	0.0072	0.007	-0.0063
Si	-0.0007	-0.0023	-0.0004
Si	0.0049	-0.0013	0.0002
Si	-0.0036	0.0077	-0.0021
Si	-0.0049	-0.0098	-0.0037
Si	0.0034	0.0014	-0.0044
Si	0.0014	-0.0065	0.0046
Si	-0.0075	0.0038	-0.0011
Si	-0.0012	-0.0026	-0.0008
Si	-0.0007	-0.0022	-0.001
Si	-0.0014	-0.0018	0.0022
Si	-0.0064	0.0005	0.0009
Si	-0.0006	-0.0034	-0.0041
Si	0.0106	-0.0013	-0.0018
Si	0.0048	0.004	-0.0043
Si	-0.0035	-0.0037	0.0004
Si	0.0038	-0.0004	-0.0069
Si	0.0013	0.0066	0.0022
Si	-0.0016	-0.013	0.0003
Si	-0.0037	-0.0049	-0.0015
Si	-0.0048	-0.0125	-0.0113
Si	0.0088	-0.0018	-0.0015
Si	-0.0078	-0.0031	0.0015
Si	0.0075	-0.0011	-0.0003
Si	0.0045	0.0089	-0.0058
Si	0.011	0.0138	0.0064
Si	0.0004	-0.0012	-0.0029
Si	-0.0019	0.0137	-0.0048
Si	0.0038	0.0115	-0.0066
Si	-0.0088	-0.0087	-0.0033
Si	-0.0123	0.0008	-0.0061
Si	0.0004	-0.0018	-0.0002
Si	-0.0013	0.0064	0.0013
Si	-0.0041	-0.0061	-0.0023
Si	0.0036	0.0035	0.0024
Si	-0.0072	-0.0103	-0.0001
Si	0.0069	0.0019	0.0003
Si	0.0034	0.0009	0.0011
Si	0.0038	0.0056	0.0005
Si	0.003	-0.0016	-0.004
Si	-0.0031	0.0058	0.0026
Si	0.0018	0.0003	0.0005
Si	0.0081	0.0067	-0.0012
Si	-0.0022	-0.0058	-0.0045
Si	-0.0035	-0.0012	-0.0003
Si	-0.0033	-0.0022	-0.0004
Si	0.0017	-0.0071	0.002
Si	-0.0052	0.0064	-0.0032
Si	0.0038	0.0014	-0.0025
Si	-0.0008	-0.0038	0.0065
Si	0.0025	-0.0026	-0.0012
Si	0.0021	0.0011	-0.0019
Si	0	-0.0016	-0.0007
Si	-0.001	0.0095	-0.0005
Si	0.0087	0.0009	0.0067
Si	0.002	-0.0041	0.0073
Si	-0.0025	-0.0016	-0.0033
Si	-0.0073	0.0064	-0.0045
Si	0.0014	-0.0032	-0.0019
Si	0.0108	-0.0042	0.0059
Si	-0.0029	-0.0091	-0.0008
Si	-0.0031	0.0009	-0.0001
Si	-0.0092	0.0043	0.0038
Si	0.0093	-0.0049	-0.0029
Si	0.0095	-0.0035	0.0022
Si	-0.0091	0.0058	-0.0025
Si	-0.0062	0.0077	-0.0032
Si	0.0029	-0.0015	0.0046
Si	0.0053	0.0028	0.0021
Si	0.0015	0.0016	0.0023
Si	0.0083	0.0065	0.0015
Si	-0.0062	-0.0099	-0.0003
Si	-0.002	-0.0123	0.0089
Si	0.0071	0.0084	0.0037
Si	-0.0003	0.0004	-0.0007
Si	-0.0066	-0.0159	0.0017
Si	-0.0018	-0.003	0.0079
Si	0.0052	0.0159	-0.0006
Si	0.0019	0.0015	-0.0012
Si	-0.0053	-0.0007	0.0061
Si	0.0141	0.0001	0.0094
Si	-0.0099	0.0067	0.0021
Si	-0.0101	-0.0073	-0.0018
Si	0.0021	-0.0019	0.0028
Si	-0.003	-0.0026	0.0062
Si	0.0009	0.0038	0.0063
Si	-0.0039	0.0031	0.0025
Si	0.0077	0.0062	0.0038
Si	-0.0016	0.003	0.0017
Si	0.0037	-0.0096	0.004
Si	0.007	0.0026	-0.0014
Si	0.0026	-0.0067	0.0008
Si	0.0029	0.0038	-0.0021
Si	-0.0064	0.0001	0.0044
Si	-0.0066	0.0014	-0.0049
Si	0.0074	-0.0018	0.0074
Si	-0.0041	0.0003	-0.0029
Si	0.0028	0.0048	-0.0003
Si	-0.0045	-0.0019	-0.0048
Si	-0.0022	0.0026	0.0045
Si	0.0009	0.0001	-0.0007
Si	0.0009	0.0018	0.0087
Si	-0.0041	-0.0014	0.0034
Si	0.0279	0.0039	-0.0104
Si	0.0005	-0.0047	-0.0055
Si	0.0056	0.0004	0.007
Si	-0.0009	0.0081	-0.0045
Si	-0.013	-0.0076	-0.0051
Si	-0.0024	-0.0055	-0.0048
Si	-0.0044	0.0044	-0.0132
Si	-0.0132	0.0076	0.0014
Si	0.0067	0.0143	-0.0114
Si	-0.0017	0.013	-0.0107
Si	0.0111	-0.0005	-0.0113
Si	0.001	-0.0146	-0.0169
Si	-0.0004	-0.0115	-0.0108
Si	-0.0102	-0.0176	-0.006
Si	0.017	-0.0075	-0.0163
Si	-0.007	-0.0148	-0.0121
Si	0.0001	-0.0112	-0.003
Si	-0.0049	0.0012	-0.0132
O	0.0424	0.1584	-0.234
O	0.1403	0.173	0.3865
O	-0.1793	-0.2427	0.5802
O	0.1527	-0.0039	-0.6257
O	0.2354	0.0411	-0.1375
O	-0.0698	0.1818	-0.6132
O	0.0163	0.2523	0.1024
O	-0.1424	-0.4733	-0.4007
O	-0.0668	0.0781	-0.3009
O	-0.2319	-0.4772	-0.4755
O	-0.0125	0.0158	0.3939
O	0.0782	0.1302	-0.5547
O	-0.1032	0.4961	0.1502
O	-0.3472	-0.4511	-0.1743
O	-0.0903	-0.2843	-0.5008
O	0.0229	-0.0156	-0.0187
O	-0.2042	0.3542	-0.1625
O	0.0347	-0.4134	0.1927
O	0.2898	-0.0102	-0.3673
O	-0.226	0.3368	0.064
O	-0.5715	-0.1092	0.4814
O	-0.1292	0.1245	-0.2912
O	0.1667	-0.1783	0.3219
O	0.2925	0.4293	0.0167
O	0.0103	0.1071	0.1656
O	0.1924	-0.1575	-0.2164
O	-0.1044	-0.0647	-0.098
O	-0.2195	-0.1382	0.4662
O	-0.4595	-0.2177	0.0141
O	-0.1718	0.4316	-0.1147
O	0.0583	0.6237	0.1878
O	0.4881	0.3026	0.4619
O	-0.2787	0.1679	-0.2539
O	0.0373	0.2708	-0.4036
O	0.2901	-0.1302	-0.1754
O	-0.0491	-0.5482	0.1617
O	0.4032	0.3853	0.201
O	-0.0689	0.5917	0.2235
O	-0.1954	-0.278	-0.0425
O	0.0707	-0.4041	0.411
O	0.0546	0.0942	0.1751
O	-0.0442	0.0274	0.0359
O	-0.2714	0.1914	-0.3907
O	0.0812	0.2358	0.4921
O	0.6284	-0.2895	0.4497
O	-0.01	-0.1253	0.581
O	-0.3049	0.4554	-0.4257
O	-0.0959	-0.0858	0.4954
O	-0.0601	0.0333	0.4068
O	-0.4506	-0.3627	0.2723
O	-0.0645	0.5096	0.119
O	-0.0434	-0.7064	-0.1342
O	0.5417	0.0023	-0.3543
O	0.3708	-0.2507	0.3208
O	-0.1276	-0.0979	-0.8904
O	0.4097	0.0561	-0.2309
O	0.0318	0.0166	0.0568
O	-0.1172	-0.4861	-0.4569
O	-0.6969	-0.204	0.1563
O	0.3389	0.1494	0.1099
O	0.6356	0.4246	0.2232
O	-0.1783	-0.2115	0.5425
O	0.4896	-0.3761	0.3749
O	0.1721	-0.0393	-0.5026
O	0.354	0.4733	-0.5929
O	-0.0385	-0.0761	0.1893
O	-0.1566	0.099	-0.0141
O	-0.6238	0.2146	-0.6021
O	-0.0552	0.0731	-0.5314
O	-0.6299	-0.2829	-0.1795
O	-0.0673	0.0695	0.3388
O	-0.0253	-0.201	-0.4787
O	0.3753	0.0314	-0.4584
O	0.2405	-0.091	0.2491
O	0.0465	-0.1021	0.6223
O	-0.3794	-0.4263	0.0189
O	-0.1202	-0.2324	0.1672
O	0.4894	-0.1614	0.211
O	0.2799	0.4811	-0.595
O	-0.0887	0.0768	-0.6703
O	-0.1418	0.4359	0.3374
O	0.517	0.394	0.0411
O	-0.0437	-0.0196	0.133
O	-0.2662	0.0325	0.4883
O	-0.0723	-0.2571	-0.3819
O	-0.529	-0.1379	-0.1774
O	0.3989	-0.081	0.0219
O	0.0155	0.4795	0.356
O	-0.2523	-0.4981	0.2958
O	0.331	0.0469	0.0101
O	-0.0637	-0.0488	-0.0418
O	0.091	0.1648	0.6041
O	-0.1475	0.3044	0.0952
O	-0.1731	0.1724	-0.3555
O	0.0251	-0.1858	0.0953
O	0.0642	0.119	0.7903
O	0.0074	0.221	-0.5821
O	-0.166	0.4556	-0.157
O	-0.247	0.2129	0.26
O	-0.065	-0.1907	-0.1157
O	-0.1629	0.0578	-0.1298
O	-0.1648	0.1475	-0.0391
O	-0.3711	-0.0672	-0.6135
O	-0.169	-0.2323	0.5561
O	0.369	0.1966	0.1257
O	0.0689	0.1797	-0.3534
O	0.184	0.422	0.4236
O	-0.006	-0.0082	0.6572
